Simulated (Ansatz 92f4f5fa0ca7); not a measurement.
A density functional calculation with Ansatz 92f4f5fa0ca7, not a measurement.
Periodic cell of 196 atoms, Si117O79, from a study of silicon, its oxide and their interface. The atomic structure is a simulated model.

Settings: functional r2SCAN; potential files Ansatz norm-conserving; basis plane waves; wave-function cutoff 1300 eV; density cutoff ratio 4; exchange-correlation grid ratio 1; k mesh 2 x 2 x 1, shifted by 0.5 0.5 0.5 of a step; self-consistency stop 5e-08 eV per atom in the density residual; occupations Fermi-Dirac, 0.05 eV; spin none; net charge 0.

Cell vectors (angstrom)
a	11.5403	0	0
b	0	11.5403	0
c	0.4895	-3.235	26.1071

Atoms and the computed forces on them: element, x, y, z (angstrom), force x, y, z (eV/angstrom)
Si	0.3081	3.8793	-4.5725	0.0542	0.1108	-0.0422
Si	0.167	1.5579	0.6675	-0.0882	-0.1158	0.4594
Si	0.008	4.9443	-1.7714	-0.0402	0.063	0.0863
Si	9.6874	4.9075	1.5956	0.0899	0.554	0.2623
Si	4.052	2.2974	0.5487	0.2738	-0.8548	0.0547
Si	3.8182	4.7336	0.3813	-0.1967	0.8055	-0.5604
Si	1.1203	10.7711	0.1965	-0.0649	-0.5278	-1.1318
Si	3.415	-1.9659	-1.2691	-0.4381	0.1386	-0.48
Si	8.5714	5.6048	-2.0737	0.1743	0.1259	-0.1297
Si	7.5745	1.8805	0.869	0.0697	-0.3756	-0.0786
Si	5.6777	1.7095	2.2109	-0.1848	0.376	-0.0764
Si	5.7509	5.322	1.6459	0.1503	-0.0983	0.191
Si	4.7782	9.4643	2.0519	-0.077	-0.0324	0.2466
Si	9.6739	1.2292	1.9335	-0.1748	0.5393	-0.2929
Si	7.7013	4.2654	0.5286	-0.1257	0.103	-0.6019
Si	2.3026	9.4485	2.0044	-0.0536	0.1851	0.2423
Si	13.6461	1.6041	1.9602	0.1448	0.2471	0.132
Si	13.448	5.2045	1.7277	-0.0775	-0.0351	0.0033
Si	5.5634	-0.2902	3.4049	-0.0638	-0.084	-0.1359
Si	5.7098	3.6636	3.3994	-0.1164	-0.0406	0.2
Si	5.5941	7.3738	3.0156	-0.0306	-0.0231	-0.0999
Si	9.5853	-0.6944	3.3075	0.044	-0.8153	-0.3154
Si	9.6587	3.268	3.3209	-0.0926	-0.1679	0.1391
Si	9.5761	7.6631	3.2086	0.0427	0.3523	-0.0843
Si	13.5454	-0.2717	3.4144	0.0783	0.0564	0.0158
Si	13.5297	3.4991	3.3375	0.2652	-0.0892	0.1056
Si	13.3821	7.3235	3.0518	-0.0556	-0.1216	-0.1614
Si	3.7892	-0.2442	4.884	-0.1668	-0.0534	0.2292
Si	3.8167	3.5556	4.8032	-0.0126	0.0642	-0.0842
Si	3.7425	7.2913	4.5393	-0.004	-0.0198	0.0439
Si	7.6145	-0.3766	4.5722	-0.2699	-0.0683	0.0566
Si	7.6801	3.4763	4.6396	0.0509	0.1161	-0.0973
Si	7.5365	7.3993	4.4466	0.0154	0.0074	-0.1564
Si	11.5376	-0.3574	4.6219	0.1973	-0.0194	0.0061
Si	11.5966	3.4379	4.6679	-0.0438	0.0166	-0.1322
Si	11.5359	7.3643	4.5415	0.0874	-0.0021	-0.1285
Si	3.7696	9.2336	6.0134	0.0398	0.1265	-0.0543
Si	3.7875	1.651	6.2238	0.0774	-0.005	-0.0546
Si	3.7689	5.4843	6.0959	-0.0609	0.005	-0.1109
Si	7.5494	9.2634	5.9133	0.0802	0.0637	-0.01
Si	7.6234	1.5424	5.9887	-0.0147	-0.0003	0.0108
Si	7.606	5.466	5.8663	0.0655	-0.0692	-0.0207
Si	11.6076	9.2602	5.9606	-0.0104	0.0389	-0.0357
Si	11.6079	1.5305	6.0355	-0.174	-0.0116	0.0083
Si	11.5421	5.4337	5.9233	-0.0178	0.0333	-0.0354
Si	5.6972	9.2997	7.3708	0.082	-0.096	0.0198
Si	5.7488	1.5849	7.4814	-0.1381	0.0165	0.1085
Si	5.7476	5.4208	7.3662	0.0523	0.0066	0.1232
Si	9.5701	9.3019	7.1196	0.0157	0.0095	0.0618
Si	9.618	1.5652	7.2414	0.1861	0.1389	0.0219
Si	9.5523	5.4681	7.1512	-0.0546	0.0378	0.156
Si	13.4411	9.2712	7.4664	-0.0668	-0.0423	-0.0132
Si	13.4174	1.5499	7.6023	-0.0168	-0.0163	0.1392
Si	13.3787	5.4247	7.4439	-0.0055	0.0203	0.0105
Si	5.7439	-0.3561	8.844	-0.047	-0.0322	-0.0443
Si	5.7086	3.5163	8.8442	0.1607	-0.0132	0.135
Si	5.735	7.3701	8.6832	0.1254	-0.0008	-0.0524
Si	9.6769	-0.368	8.547	0.0273	-0.0952	-0.0487
Si	9.6146	3.54	8.497	-0.3984	-0.0782	0.1942
Si	9.5013	7.4109	8.4402	-0.0423	0.152	-0.1153
Si	13.4805	-0.4275	9.0022	0.0457	0.0464	0.0315
Si	13.3865	3.5403	8.9127	0.1069	-0.0818	0.2983
Si	13.3613	7.3421	8.8008	-0.1182	0.0752	0.0785
Si	3.9276	1.4507	11.7549	-0.0593	0.0397	-0.0377
Si	3.7838	3.4751	10.3786	-0.1295	0.0329	-0.3779
Si	3.8379	7.3141	10.0283	0.066	-0.0911	-0.0907
Si	7.8271	-0.2385	9.9384	0.0135	0.0009	0.0008
Si	7.7913	3.5057	10.0041	0.254	0.1069	-0.3825
Si	7.6954	7.5081	9.9435	0.0078	0.0278	0.0112
Si	11.4029	-0.4205	10.2031	-0.1056	-0.1618	-0.0751
Si	11.3297	3.5671	10.1099	-0.1622	0.3135	-0.1933
Si	11.2677	7.3975	9.9096	-0.002	0.094	-0.1707
Si	3.9834	8.8962	11.737	-0.1431	0.0333	0.0036
Si	3.939	-0.5018	10.4252	0.0176	-0.1775	0.1873
Si	4.0497	5.5785	11.5447	-0.4311	-0.0016	0.3243
Si	8.2265	9.4553	11.2445	-0.6543	0.0509	0.1728
Si	8.3828	1.5884	11.3565	-0.6265	0.0614	0.3593
Si	8.1848	5.5577	11.0965	-0.0352	0.0576	0.1414
Si	10.5569	9.1485	11.3397	0.5832	-0.2967	0.3356
Si	10.8881	1.5957	11.3193	0.8114	0.1112	0.3287
Si	10.6091	5.5809	11.2423	-0.1751	-0.284	-0.1511
Si	6.4762	8.9864	13.6882	0.0905	0.0768	0.0247
Si	5.922	2.2134	12.9365	0.2435	-0.0668	0.1745
Si	6.2395	5.1747	12.4063	0.6072	0.2095	0.3513
Si	13.5885	7.2145	13.2855	0.0371	0.3922	0.398
Si	10.0018	-0.9691	16.4079	-0.0136	-0.0611	-0.1205
Si	12.2017	0.789	15.5231	-0.1532	-0.1038	0.1495
Si	1.6178	6.2883	16.0165	-0.0742	-0.0273	0.6834
Si	2.0258	1.5188	13.1808	-0.0451	0.0506	0.4024
Si	1.6887	3.3187	15.3444	0.0234	0.1081	0.1997
Si	6.0809	4.1609	15.1898	-0.0043	0.1706	0.4308
Si	10.3303	5.9597	15.9718	0.155	0.0047	0.3265
Si	8.339	8.1276	15.789	0.1487	-0.0836	0.4067
Si	11.2854	6.8529	13.0538	0.0907	-0.1611	0.3079
Si	5.701	8.8966	16.4253	0.0477	-0.0878	0.3777
Si	-0.7946	6.395	24.5996	0.0003	-0.0056	0.0037
Si	8.1768	5.2177	24.6788	0.2161	0.0333	-0.1887
Si	8.085	5.3873	19.9513	-0.0639	0.0897	-0.0986
Si	3.4987	5.4419	22.1412	-0.0229	0.0218	-0.3158
Si	13.2353	2.0371	17.9081	0.0048	0.0582	0.1399
Si	5.8874	6.7024	25.9938	0.4003	-0.4707	0.0682
Si	9.9002	7.7838	20.7073	0.0517	0.0153	-0.0623
Si	6.3089	0.6948	19.8591	-0.0261	-0.004	-0.1043
Si	8.5667	2.6273	21.0645	-0.1156	0.0745	-0.1886
Si	5.0286	-1.8429	19.3007	-0.0053	-0.1354	-0.0103
Si	5.2536	6.5751	19.8319	0.0402	-0.0503	-0.0778
Si	8.5881	3.8568	17.1744	0.1163	0.0208	0.1131
Si	11.4054	3.1451	20.1465	0.0269	0.1027	-0.2496
Si	12.1439	0.8779	26.5532	0.0866	-0.0092	-0.3502
Si	3.1936	3.4308	24.2475	-0.1541	0.0232	-0.1872
Si	11.8852	5.8354	21.7556	0.1121	0.1443	-0.2548
Si	6.668	-2.6181	25.4544	0.1183	0.626	-0.4888
Si	8.3459	0.8326	17.9312	-0.0985	0.1255	-0.1444
Si	4.4221	6.1245	16.8792	-0.0911	-0.0667	0.3164
Si	8.5684	-3.7252	23.411	0.0277	0.2661	-0.2667
Si	10.393	-0.9034	19.3671	-0.048	-0.1495	0.0149
Si	3.3818	0.4638	20.086	-0.0475	0.0653	-0.0518
O	9.6079	-2.2908	2.6435	-0.009	0.5345	0.6231
O	0.4412	6.6236	25.5897	-0.0198	0.1641	0.2283
O	7.6721	6.9379	-1.9308	0.1131	-0.019	0.1132
O	2.3327	-0.7706	-0.9279	0.2151	-0.1296	0.2855
O	2.7143	8.0772	-0.9931	0.2953	0.0259	-0.1978
O	5.2327	-1.7436	25.322	0.1132	0.05	0.3663
O	7.8853	4.491	-1.1253	-0.0738	-0.0074	0.3483
O	-1.3901	5.8087	-1.7241	-0.1765	-0.1985	-0.1193
O	6.9526	5.4474	25.6907	-0.017	0.2829	-0.0242
O	9.6849	6.5786	1.9608	0.0547	-0.8547	0.0183
O	2.6058	8.6421	12.6326	0.1319	-0.404	-0.0233
O	2.9996	5.9753	12.801	0.3089	-0.081	-0.3744
O	10.8692	8.4662	12.8555	-0.347	-0.1638	-0.2193
O	7.3837	1.4517	12.7307	-0.1967	0.3313	-0.3849
O	13.6298	7.3986	14.9314	-0.0166	-0.1955	-0.3057
O	7.4291	9.8309	12.681	0.0335	-0.2146	-0.0853
O	13.3346	0.4007	14.4017	-0.1155	0.3354	-0.2234
O	12.074	1.7033	12.5088	0.0213	-0.1238	-0.0791
O	11.8665	2.391	15.3021	0.3441	-0.0952	0.0734
O	9.8638	2.651	20.071	-0.097	0.012	0.2661
O	7.4586	-2.6961	23.9947	-0.0996	-0.3278	0.258
O	8.8925	2.3039	17.5308	-0.117	-0.031	0.0553
O	4.1462	2.319	24.9873	-0.0312	-0.2322	0.5402
O	6.7586	6.2445	20.2763	0.026	-0.0591	-0.1008
O	3.6415	3.9036	22.7237	-0.086	0.1509	0.3721
O	12.178	2.2248	21.2126	-0.055	-0.1947	-0.0096
O	1.8929	3.553	-4.749	-0.1188	0.1309	-0.1372
O	8.1124	4.1994	21.0819	0.1964	-0.1828	-0.0608
O	8.9902	6.7754	16.3603	0.0744	0.0561	-0.2924
O	5.7688	9.7123	14.9966	0.2266	-0.2999	-0.1942
O	3.6347	-1.0716	19.6175	0.1889	0.2418	0.059
O	6.4445	5.2541	14.0403	-0.2833	-0.2216	-0.3344
O	5.707	2.7279	14.4935	0.0573	-0.0767	-0.4805
O	10.5717	6.1374	14.3703	0.0806	0.4341	-0.0443
O	4.8403	4.7986	16.038	0.1441	0.0464	-0.209
O	0.1512	6.5438	16.7038	0.0507	-0.1576	-0.4415
O	5.251	8.4455	12.7419	0.0026	0.2994	-0.138
O	11.3801	7.2885	21.197	-0.249	-0.2266	0.0954
O	10.935	-0.1814	15.3434	0.0293	0.0537	0.183
O	9.118	0.1193	19.2114	0.1218	-0.0279	-0.2177
O	10.0369	9.1342	19.843	0.0208	0.0753	0.0164
O	12.6994	0.7346	17.0801	-0.0694	0.1966	-0.2662
O	6.0975	3.5729	12.0396	0.0522	-0.5009	0.6042
O	2.8051	6.1707	17.115	0.0253	0.0093	-0.4561
O	1.4192	4.886	15.2208	0.0619	-0.0048	0.0242
O	13.9426	3.0067	16.7962	-0.2789	-0.0715	-0.3324
O	7.235	8.5749	16.8947	-0.1463	0.0399	-0.4389
O	9.2804	6.4906	19.9417	-0.0626	0.0117	0.2044
O	6.2506	10.5793	19.9734	-0.2464	0.241	-0.1665
O	10.8418	-1.1476	17.8054	-0.2707	0.1923	-0.0558
O	9.9612	4.4653	16.513	-0.1653	0.1848	-0.0882
O	11.4878	4.676	20.6774	-0.0093	-0.0717	0.2268
O	1.6924	2.8068	24.1103	0.1776	-0.0827	0.0625
O	7.3642	3.9362	16.1303	-0.0878	0.0288	-0.1125
O	8.5358	5.2273	-3.6354	0.0056	0.1123	0.0569
O	12.0885	2.9199	18.6806	0.082	-0.2172	0.0906
O	-1.9071	5.4875	25.3681	-0.1724	0.0524	-0.2545
O	2.5074	2.8734	14.0103	-0.2146	-0.0274	0.0112
O	13.4819	5.8353	21.9351	0.0605	-0.1304	0.1448
O	9.5607	-2.3519	15.7023	-0.1374	0.0714	0.0088
O	5.003	8.1864	19.8952	0.0466	-0.0075	-0.1346
O	4.1873	6.4368	23.2277	-0.2261	-0.2411	0.1869
O	7.5407	7.9223	14.3727	-0.2004	0.1953	-0.0218
O	8.6228	-0.1344	16.6594	0.2765	-0.0211	0.2436
O	8.8873	8.2236	21.8947	0.1844	-0.1699	0.1285
O	8.0071	-5.2606	23.4427	0.0927	0.003	0.3635
O	11.1877	5.6385	23.2151	-0.0484	0.1029	0.2002
O	9.9835	-3.7273	24.2554	-0.1819	-0.2235	-0.1123
O	5.1072	6.03	18.3257	-0.0788	0.1262	-0.1148
O	-0.045	3.7845	-2.97	0.0387	0.3319	-0.0892
O	-0.0896	-0.2527	20.4587	0.0183	0.1214	0.0483
O	4.9053	7.4989	16.1575	0.093	0.0622	-0.0405
O	4.2293	5.7066	20.7309	0.0232	0.0572	0.1845
O	4.8301	1.1733	20.3479	0.0289	-0.3061	-0.154
O	6.7565	0.943	18.2919	0.1973	-0.1129	0.3063
O	5.0636	-1.8414	17.6665	0.142	-0.1361	-0.0418
O	8.1247	4.6678	18.5008	0.0756	-0.0655	0.0016
O	2.7185	1.4453	18.9879	-0.0727	-0.1138	0.0464
O	7.3386	1.644	20.6671	0.0767	0.0082	-0.0701

Results
free energy: -50447.425 eV
free energy less fixed offsets of O -463.61, Si -117.95 eV per atom: -22.085 eV
pressure: -2.20 GPa
stress xx, yy, zz, yz, xz, xy (GPa, positive in tension): 2.28, 2.99, 1.33, -0.03, -0.08, -0.03
